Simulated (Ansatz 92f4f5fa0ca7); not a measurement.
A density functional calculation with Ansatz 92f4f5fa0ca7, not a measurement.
Periodic cell of 210 atoms, Si128O78P4, from a study of silicon, its oxide and their interface. The atomic structure is a simulated model.
Doubt: the cutoff is low for norm-conserving oxygen, so forces and energies are approximate.
Doubt: the program's own warning below bears on the result.

Settings: functional HSE06; potential files SPMS norm-conserving; basis plane waves; wave-function cutoff 800 eV; density cutoff ratio 4; exchange-correlation grid ratio 1; k mesh 1 x 1 x 1, Gamma-centred; occupations fixed; spin none; net charge 0.

Cell vectors (angstrom)
a	10.938	0	0
b	0	10.938	0
c	0	0	31.2086

Atoms: element, x, y, z (angstrom)
Si	10.4299	0.5458	23.7441
Si	6.0654	10.3194	23.8553
Si	2.2903	3.1494	23.7505
Si	8.6119	2.378	23.7897
Si	0.6548	5.0166	23.829
P	4.9553	5.984	23.7943
P	3.296	7.6289	23.8045
Si	7.7571	8.5059	23.8145
Si	1.3078	1.4149	25.048
Si	6.9042	1.2855	25.0467
Si	4.0875	4.1754	25.0028
Si	9.6797	4.1016	25.015
Si	1.5629	6.7821	25.119
Si	6.7091	6.8227	25.1019
Si	4.1659	9.4233	25.0279
Si	9.5501	9.5911	24.9733
Si	2.7402	-0.034	26.3327
Si	8.243	-0.0319	26.4656
Si	0.0041	2.7469	26.4815
Si	5.4869	2.7287	26.3405
Si	2.7834	5.407	26.5173
Si	8.2103	5.4472	26.3587
Si	0.0401	8.2013	26.3399
Si	5.4781	8.2018	26.516
Si	4.1018	1.3673	27.7903
Si	9.5708	1.3673	27.7903
Si	1.3673	4.1018	27.7903
Si	6.8362	4.1018	27.7903
Si	4.1018	6.8362	27.7903
Si	9.5708	6.8362	27.7903
Si	1.3673	9.5708	27.7903
Si	6.8362	9.5708	27.7903
Si	0	0	29.1576
Si	5.469	0	29.1576
Si	2.7345	2.7345	29.1576
Si	8.2035	2.7345	29.1576
Si	0	5.469	29.1576
Si	5.469	5.469	29.1576
Si	2.7345	8.2035	29.1576
Si	8.2035	8.2035	29.1576
Si	1.3673	1.3673	30.5248
Si	6.8362	1.3673	30.5248
Si	4.1018	4.1018	30.5248
Si	9.5708	4.1018	30.5248
Si	1.3673	6.8362	30.5248
Si	6.8362	6.8362	30.5248
Si	4.1018	9.5708	30.5248
Si	9.5708	9.5708	30.5248
Si	2.7345	0	0.6835
Si	8.2035	0	0.6835
Si	0	2.7345	0.6835
Si	5.469	2.7345	0.6835
Si	2.7345	5.469	0.6835
Si	8.2035	5.469	0.6835
Si	0	8.2035	0.6835
Si	5.469	8.2035	0.6835
Si	4.1018	1.3673	2.0507
Si	9.5708	1.3673	2.0507
Si	1.3673	4.1018	2.0507
Si	6.8362	4.1018	2.0507
Si	4.1018	6.8362	2.0507
Si	9.5708	6.8362	2.0507
Si	1.3673	9.5708	2.0507
Si	6.8362	9.5708	2.0507
Si	0	0	3.418
Si	5.469	0	3.418
Si	2.7345	2.7345	3.418
Si	8.2035	2.7345	3.418
Si	0	5.469	3.418
Si	5.469	5.469	3.418
Si	2.7345	8.2035	3.418
Si	8.2035	8.2035	3.418
Si	1.3115	1.3948	4.8445
Si	6.7848	1.4007	4.7199
Si	4.1032	4.1352	4.8921
Si	9.5612	4.1164	4.699
Si	1.389	6.8142	4.7067
Si	6.7891	6.852	4.8828
Si	4.0985	9.5754	4.7434
Si	9.5316	9.6244	4.8277
Si	2.7119	-0.0347	6.1179
Si	8.151	0.1754	6.1541
Si	-0.1483	2.789	6.175
Si	5.5363	2.7179	6.2204
Si	2.6834	5.5534	6.2462
Si	8.1756	5.3345	6.1269
Si	-0.0104	8.1367	6.0286
Si	5.4181	8.3178	6.2717
Si	4.4798	0.876	7.3938
P	9.0137	1.9296	7.431
Si	0.7916	4.6296	7.3865
P	7.3509	3.5775	7.4383
Si	3.5452	7.4417	7.492
Si	10.0128	6.3241	7.2456
Si	1.6843	9.1229	7.3262
Si	6.319	10.2637	7.4148
O	3.971	0.8266	8.9867
O	6.5925	10.382	9.0686
O	0.843	9.6508	8.6749
O	3.9756	7.0985	9.0624
O	9.7965	6.7114	8.8361
O	0.9942	4.5095	9.0339
O	7.9655	3.1596	22.4147
O	0.1367	11.067	22.2689
O	0.4983	5.6869	22.3059
O	2.5795	2.5293	22.216
O	5.8818	-0.1533	22.2866
O	8.1207	7.8615	22.3102
Si	10.9892	9.2077	13.9724
Si	5.8931	8.1297	16.3932
Si	9.1578	0.9521	19.14
Si	3.2398	7.1093	17.5516
Si	2.2784	4.5713	18.9735
Si	0.715	2.4201	14.5535
Si	7.1676	5.7607	11.5972
Si	8.6363	3.1615	20.9231
Si	5.5115	3.3445	12.015
Si	1.2492	3.679	10.4017
Si	2.4552	0.7497	18.2913
Si	2.9467	9.372	19.721
Si	5.9682	3.5644	16.1354
Si	3.1223	2.2901	20.7023
Si	7.2841	5.9581	14.6287
Si	6.1747	1.2232	14.2986
Si	9.9774	4.7952	15.6328
Si	8.3583	3.6442	18.0617
Si	10.7212	1.5042	11.7158
Si	4.0046	9.9962	14.6545
Si	3.6061	1.5546	10.3907
Si	6.8138	9.382	10.3283
Si	5.1165	-0.183	20.8667
Si	0.5491	9.6094	10.2647
Si	2.4719	10.0792	12.214
Si	8.9001	7.8812	20.8731
Si	7.2621	9.5621	18.8599
Si	8.4386	10.6875	12.8245
Si	3.0603	5.3912	12.3928
Si	10.7579	5.291	20.8814
Si	9.1861	7.441	10.1279
Si	1.4787	6.6256	14.8959
Si	4.7234	7.2203	10.5018
Si	2.8971	3.0771	16.5038
Si	1.16	10.6653	16.0328
Si	0.0952	10.3018	20.8341
O	7.8501	8.2755	9.7305
O	10.0197	9.0466	20.9392
O	8.0903	4.048	19.6432
O	4.8173	7.2498	17.217
O	11.0195	9.5349	15.582
O	9.3629	4.5766	17.1472
O	3.1922	1.5949	17.1155
O	4.0867	9.4507	20.8973
O	0.7443	1.9835	12.9798
O	8.4853	1.5858	20.499
O	3.2776	3.7692	20.0073
O	0.9441	5.1741	19.6978
O	3.1388	0.5066	11.5776
O	2.3717	7.2325	16.1524
O	6.0269	2.2904	13.1113
O	8.4491	10.5993	18.4837
O	6.6603	9.0867	17.4391
O	5.0718	8.9774	15.2893
O	6.2013	10.4598	19.7
O	3.6566	6.723	11.6386
O	0.6327	7.6756	13.9342
O	10.316	8.5205	10.6716
O	10.3874	3.3994	14.8798
O	4.7443	0.4766	14.4357
O	1.9612	9.1431	10.978
O	9.4869	9.5281	13.378
O	2.6692	10.2325	15.5566
O	4.4511	1.3291	20.7327
O	6.0364	6.254	10.5289
O	2.0646	1.5658	19.6588
O	3.516	10.5397	18.7131
O	4.9153	2.4441	10.7925
O	0.5304	1.0909	15.4375
O	2.3694	2.5504	10.091
O	4.3075	4.328	12.5584
O	6.37	4.6707	15.0144
O	2.7292	8.1182	18.7303
O	8.8607	5.5605	14.7248
O	5.3555	8.7269	10.7439
O	6.8941	4.1479	11.6237
O	6.9257	6.3879	13.0954
O	0.2195	0.2115	10.7715
O	6.8398	3.7747	17.4877
O	1.1838	-0.0466	17.6406
O	10.1544	3.7726	21.0903
O	6.3954	2.0592	15.6744
O	9.2531	1.0821	12.3056
O	7.8243	8.2619	19.6925
O	1.8724	3.7212	17.6203
O	1.8193	4.7084	11.5509
O	4.3627	3.7687	16.3637
O	2.1525	3.0702	15.041
O	1.5487	9.692	20.4657
O	7.4995	10.1069	11.6172
O	10.5892	0.4207	19.682
O	3.577	9.3966	13.1909
O	10.7977	2.8705	10.7986
O	9.6271	6.4391	20.5467
O	6.9834	7.1992	15.6322
O	1.1079	10.1979	13.1702
O	7.4306	0.2095	14.0305
O	0.3895	5.6967	15.6737
O	9.1039	2.1676	18.0386
O	2.4782	5.8318	13.8637
O	8.678	6.2558	11.1585
O	3.2023	5.7132	18.3384

Results
free energy: -50186.465 eV
free energy less fixed offsets of O -447.96, P -185.95, Si -113.29 eV per atom: -0.665 eV
gap between the highest filled and lowest empty level on this k mesh: 1.507 eV

The program warned: the cutoff lies below the one the program advises for these potential files; the model core charge is not resolved on the grid; the forces do not sum to zero within the program's tolerance; the exchange-correlation potential is rough where the density is thin.
